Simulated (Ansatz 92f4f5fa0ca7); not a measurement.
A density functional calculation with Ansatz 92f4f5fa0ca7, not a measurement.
Periodic cell of 171 atoms, Si99O72, from a study of silicon, its oxide and their interface. The atomic structure is a simulated model.

Settings: functional r2SCAN; potential files Ansatz norm-conserving; basis plane waves; wave-function cutoff 1300 eV; density cutoff ratio 4; exchange-correlation grid ratio 1; k mesh 2 x 2 x 1, shifted by 0.5 0.5 0.5 of a step; self-consistency stop 5e-08 eV per atom in the density residual; occupations Fermi-Dirac, 0.05 eV; spin none; net charge 0.

Cell vectors (angstrom)
a	11.5403	0	0
b	0	11.5403	0
c	1.8937	-0.4416	23.9488

Atoms: element, x, y, z (angstrom)
Si	-0.047	1.1197	0.9227
Si	-0.2698	4.1569	0.4135
Si	-0.1367	9.5939	0.3373
Si	3.856	1.3191	1.056
Si	3.7913	4.3044	0.3498
Si	3.9549	9.8303	0.362
Si	7.7207	1.408	1.1999
Si	7.767	4.4286	0.7743
Si	7.7532	9.8257	0.8467
Si	1.8807	1.2294	2.2176
Si	1.8114	4.8968	1.6014
Si	1.9338	9.0893	1.5388
Si	5.7528	1.3495	2.3474
Si	5.6923	4.9735	1.7738
Si	5.7425	9.1806	1.8471
Si	9.682	1.2602	2.3473
Si	9.6553	4.8494	2.0592
Si	9.6892	9.1165	1.9314
Si	1.8939	3.2244	3.3683
Si	1.9192	7.0232	2.8995
Si	1.9206	10.7634	3.3296
Si	5.7622	3.3039	3.4903
Si	5.7704	7.0547	3.0233
Si	5.7559	10.8842	3.4589
Si	9.6994	3.1569	3.6195
Si	9.6796	7.0213	3.1257
Si	9.6768	10.8353	3.5115
Si	0.1017	3.1837	4.878
Si	0.0811	7.0831	4.4866
Si	0.0749	10.8435	4.7925
Si	3.8188	3.1733	4.7623
Si	3.8359	7.0371	4.396
Si	3.8064	10.8791	4.7368
Si	7.7086	3.1359	4.8362
Si	7.7252	7.0382	4.4655
Si	7.7019	10.8997	4.7801
Si	0.0474	1.2155	6.1829
Si	0.1479	5.2313	5.9833
Si	0.0095	8.9134	6.0636
Si	3.8112	1.2366	6.1673
Si	3.9494	5.1873	5.9049
Si	3.8354	8.8843	5.9233
Si	7.7221	1.2126	6.238
Si	7.8234	5.1606	5.9357
Si	7.6558	8.9104	5.9447
Si	1.9047	1.2627	7.5851
Si	2.1005	5.2335	7.3407
Si	1.9813	9.022	7.3691
Si	5.7398	1.077	7.54
Si	5.9082	5.117	7.288
Si	5.7439	8.8434	7.3004
Si	9.7069	1.1803	7.6176
Si	9.7499	5.1528	7.3487
Si	9.5121	9.0644	7.3476
Si	2.1112	3.3214	8.7527
Si	2.2603	7.1618	8.6795
Si	1.7301	10.8258	8.9037
Si	5.9928	3.1332	8.6578
Si	5.9799	7.0027	8.6725
Si	5.5748	10.5538	8.8662
Si	9.941	3.2375	8.803
Si	9.7016	7.1428	8.5485
Si	9.384	10.8134	9.0637
Si	0.3268	4.0384	10.0833
Si	0.1695	7.1859	9.5908
Si	-0.1852	10.1361	10.2609
Si	4.119	3.6094	9.9397
Si	4.1874	6.6803	10.0597
Si	3.5798	10.5383	10.293
Si	7.9628	3.601	9.955
Si	7.9607	6.6844	10.1327
Si	7.2191	10.9285	10.5109
Si	2.7877	7.5699	19.1844
Si	4.0523	8.4848	12.3834
Si	8.7198	5.0055	12.4939
Si	5.6463	4.8698	18.4485
Si	4.992	1.3112	11.7421
Si	8.607	0.1111	17.7355
Si	9.0347	3.3238	20.6169
Si	0.3159	4.6841	12.9275
Si	6.5058	10.2779	16.0416
Si	2.0927	6.839	14.3113
Si	6.895	9.4237	21.3462
Si	1.5887	9.585	15.2316
Si	12.2116	7.7666	21.5373
Si	3.3776	6.062	16.8686
Si	6.7078	9.9615	13.2041
Si	6.305	4.7801	21.3171
Si	11.1241	-0.0281	15.9164
Si	-0.1553	2.2522	14.32
Si	8.5064	3.2799	14.7921
Si	8.5746	11.7101	20.8085
Si	5.6971	7.2059	19.9829
Si	0.127	11.2123	13.2379
Si	8.1279	3.1354	17.6964
Si	-0.3855	4.8432	22.2723
Si	9.7559	9.3197	21.8059
Si	3.9709	8.936	16.9433
Si	6.3327	1.0458	14.3071
O	8.883	3.6103	16.3415
O	-0.1323	-0.2881	-0.0085
O	7.7541	2.8047	0.2312
O	-0.8743	4.7435	-1.0262
O	9.8266	8.7197	23.3042
O	-0.4632	8.7163	-1.048
O	3.8734	2.6577	0.0768
O	10.0703	0.1602	17.0858
O	3.7448	4.8425	-1.2163
O	7.1111	11.0577	21.2246
O	6.059	8.7849	20.0943
O	3.8884	-0.0603	0.1513
O	8.374	8.7521	21.1683
O	-0.1176	2.5288	0.0335
O	13.1975	7.7696	20.2743
O	4.4727	2.7752	11.298
O	7.8104	10.4925	16.9619
O	4.0833	7.049	20.0081
O	5.4371	4.301	19.9887
O	1.4276	10.3761	13.8037
O	-0.0192	8.5051	10.608
O	-0.335	10.7304	11.7904
O	3.9103	5.1291	10.5131
O	0.1552	5.6811	10.2804
O	1.1912	8.0013	15.0554
O	0.4059	1.2774	13.1324
O	6.952	9.365	14.7312
O	9.0476	3.4681	18.9895
O	3.1234	9.3189	11.3283
O	4.7313	7.3448	11.4649
O	8.2514	3.7037	11.5987
O	6.4109	0.8152	11.0172
O	8.1706	4.6649	13.999
O	7.1987	2.3271	14.7392
O	4.2734	7.3869	16.5578
O	5.0869	1.4584	13.3667
O	3.8324	11.8119	11.3014
O	0.505	3.7255	14.2435
O	1.2419	5.9919	13.2189
O	7.8435	1.5374	17.6249
O	0.2248	1.4759	15.7098
O	8.7145	13.3081	21.0053
O	9.7672	2.4672	14.1568
O	0.6407	10.3449	16.3259
O	7.18	-0.0183	13.4161
O	0.7028	3.7139	11.6673
O	8.821	11.2853	19.2722
O	7.4228	9.7352	11.729
O	2.3239	6.4609	18.0631
O	7.7052	11.4584	0.446
O	4.2724	9.4137	-1.2175
O	11.0591	8.7938	21.0355
O	10.3244	5.1646	12.6916
O	6.3566	6.4116	21.2416
O	3.1726	8.9468	18.3722
O	5.4135	9.6276	17.0297
O	3.1083	9.6831	15.7888
O	5.8715	0.189	15.6079
O	10.5299	-0.4804	14.4367
O	5.1392	9.5485	12.9676
O	6.72	3.9179	17.7273
O	4.3381	4.8783	17.4561
O	7.8136	5.1719	9.5063
O	8.1131	5.4085	-0.5251
O	11.5191	6.3074	21.6923
O	3.2515	7.6923	13.5516
O	10.4879	3.8585	21.1315
O	8.1654	6.3889	11.7946
O	2.6355	5.7697	15.4427
O	7.8212	4.2028	21.2346
O	9.7206	10.9486	21.6736
O	6.1954	6.4186	18.6247

Results
free energy: -45071.457 eV
free energy less fixed offsets of O -463.61, Si -117.95 eV per atom: -14.487 eV
pressure: -1.40 GPa
stress xx, yy, zz, yz, xz, xy (GPa, positive in tension): 0.37, 2.15, 1.68, 0.01, 0.72, 0.17

Forces (eV/angstrom), in the order of the atoms: element, x, y, z
Si	-0.0463	-0.0527	-0.8731
Si	-0.2397	-0.1974	-0.6172
Si	-0.2173	0.235	-0.4575
Si	0.0636	-0.0508	-0.9661
Si	0.0952	-0.4198	-0.6988
Si	0.2513	0.4504	-0.7896
Si	-0.1754	-0.0832	-1.3283
Si	-0.0582	-0.3935	-0.9506
Si	-0.0084	0.4914	-1.027
Si	-0.0899	-0.0219	-0.2226
Si	-0.083	-0.178	-0.1229
Si	-0.0515	0.1246	-0.0524
Si	-0.0662	-0.0449	-0.2046
Si	0.0339	-0.0725	-0.1317
Si	-0.0279	-0.0699	-0.0786
Si	0.2515	0.0043	-0.077
Si	0.0797	0.0249	-0.0599
Si	0.1189	-0.0367	0.0531
Si	-0.0214	0.0546	0.0975
Si	0.0349	0.0476	-0.1744
Si	0.0368	-0.1719	0.0619
Si	0.0252	0.0058	0.2758
Si	0.0791	0.1014	-0.0897
Si	0.0053	0.139	0.4019
Si	0.0598	-0.0237	0.3538
Si	0.0135	0.0762	-0.1695
Si	-0.0671	-0.1669	0.4089
Si	-0.1142	0.1742	-0.0092
Si	-0.096	-0.0934	0.0161
Si	0.0694	0.0535	-0.0519
Si	-0.002	0.2147	0.0118
Si	-0.0168	-0.0974	-0.0179
Si	0.1955	-0.1432	0.0043
Si	-0.0766	0.1798	-0.0214
Si	-0.0906	-0.1334	-0.0159
Si	0.031	-0.1614	-0.0987
Si	0.0941	-0.1187	-0.0643
Si	-0.0136	-0.0595	0.3539
Si	0.0221	0.0892	0.0286
Si	-0.0162	-0.1343	-0.1067
Si	-0.1297	0.011	0.3108
Si	-0.1753	0.2483	-0.0482
Si	-0.0417	-0.0822	0.1023
Si	-0.0169	0.0113	0.3498
Si	0.0385	0.0564	0.0104
Si	0.0013	0.0821	0.204
Si	0.1117	0.1104	-0.2974
Si	0.0857	-0.029	-0.2542
Si	-0.03	-0.0193	0.1809
Si	0.2961	-0.192	-0.3622
Si	0.006	-0.0849	-0.0335
Si	-0.0313	0.204	0.0841
Si	-0.1034	-0.0129	-0.5748
Si	-0.1457	0.0421	-0.0096
Si	0.0448	-0.0048	-0.03
Si	0.1142	-0.1798	0.4466
Si	0.0533	-0.1041	0.1012
Si	-0.1741	0.2192	0.0149
Si	0.1163	-0.035	0.5415
Si	-0.2235	0.2617	0.1592
Si	0.1565	-0.0878	0.1505
Si	-0.1644	-0.0399	0.4496
Si	0.1196	0.053	0.2066
Si	0.201	0.38	0.6073
Si	0.1303	-0.0597	0.8221
Si	-0.119	-0.4164	0.7619
Si	0.0309	-0.0245	0.3455
Si	-0.1115	-0.213	0.0233
Si	-0.3349	0.3318	0.1685
Si	0.1723	0.3715	0.1255
Si	-0.0018	-0.3084	-0.1432
Si	-0.1604	-0.3595	-0.3287
Si	-0.0676	0.0153	-0.0053
Si	-0.1889	-0.0617	0.3319
Si	0.1564	-0.0285	0.5663
Si	0.0129	0.0154	-0.299
Si	-0.3094	0.3059	0.2024
Si	0.0356	-0.0071	-0.0205
Si	-0.0116	-0.189	-0.2978
Si	0.1202	0.0815	0.386
Si	0.1297	0.0303	0.5531
Si	-0.3745	-0.1821	0.2347
Si	0.1346	0.118	-0.4733
Si	-0.0246	-0.0867	0.1878
Si	-0.3022	0.1142	-0.3784
Si	-0.0492	-0.1308	-0.0785
Si	-0.0016	0.1005	0.6038
Si	0.2776	0.1491	-0.3209
Si	-0.0166	0.13	0.3874
Si	0.0933	0.1238	0.2062
Si	0.1525	-0.0395	0.2888
Si	-0.0411	-0.0423	0.0035
Si	0.0717	0.2057	-0.178
Si	0.1659	0.1479	0.2086
Si	0.1337	0.0294	-0.0305
Si	-0.0186	0.0172	-0.2114
Si	-0.0539	0.1168	-0.4063
Si	0.0642	0.1475	0.0193
Si	0.1338	0.1953	0.4201
O	-0.2331	-0.1743	-0.1745
O	0.1025	-0.2686	0.6142
O	0.0184	0.3052	0.9105
O	0.0971	-0.1702	0.4799
O	-0.0333	0.2022	0.2693
O	0.1598	0.3798	0.3906
O	-0.0996	0.456	0.6384
O	-0.0913	-0.0271	-0.1798
O	0.012	-0.0366	0.6616
O	0.2128	-0.3342	0.1146
O	0.0419	-0.2196	0.3283
O	-0.0018	-0.4219	0.4973
O	-0.04	0.2727	0.3357
O	0.0649	0.4227	0.5588
O	0.0228	-0.0145	0.1927
O	0.0972	-0.4738	-0.0618
O	-0.1696	0.164	-0.1746
O	0.1223	0.0542	-0.1289
O	0.2208	0.1828	0.1207
O	-0.2209	0.0275	0.0076
O	0.0925	0.3513	-0.6617
O	0.1215	-0.0442	-0.5138
O	0.263	0.0863	-0.3784
O	-0.1853	-0.3636	-0.1252
O	0.3522	0.0922	-0.1556
O	-0.2062	-0.1946	0.1596
O	-0.1425	0.351	-0.4015
O	-0.2266	-0.0835	0.2143
O	0.3118	0.2176	-0.2028
O	-0.1643	0.1968	-0.1393
O	-0.1752	0.0573	-0.6139
O	0.4008	-0.5095	0.2697
O	0.1734	-0.0921	-0.4418
O	-0.0381	-0.1448	-0.1834
O	-0.2516	0.0346	0.1103
O	0.201	-0.2126	-0.5524
O	0.1951	-0.1601	-0.1529
O	-0.2368	-0.0283	-0.3972
O	-0.0203	-0.0881	-0.0419
O	0.1485	0.0089	0.0063
O	-0.2509	-0.249	-0.3792
O	0.0311	0.0145	-0.0172
O	0.0355	0.1028	0.0291
O	0.022	0.0754	-0.4177
O	-0.2749	-0.257	0.0585
O	-0.2534	0.1538	-0.3419
O	-0.1252	0.1198	0.1907
O	-0.2397	0.6842	-0.3989
O	0.451	0.2129	-0.0285
O	0.0625	-0.3345	0.5373
O	-0.1038	0.0368	0.582
O	0.095	-0.1414	0.4454
O	-0.1629	-0.109	-0.1131
O	-0.2404	-0.2165	-0.1389
O	0.1097	-0.3865	-0.1407
O	-0.0361	-0.0691	-0.3094
O	-0.1051	-0.1303	0.0227
O	0.2259	-0.1925	-0.3747
O	0.3946	0.0834	-0.1075
O	0.1537	-0.1165	-0.1661
O	-0.0026	0.0288	0.1879
O	0.0646	0.2525	0.1977
O	-0.1399	-0.2519	0.7187
O	-0.1407	-0.4329	0.3493
O	0.0947	-0.0519	0.1528
O	0.1751	0.2675	-0.3296
O	0.0291	0.2533	0.4584
O	-0.1575	0.0133	-0.8799
O	0.074	0.3389	0.0158
O	-0.135	-0.0073	0.0457
O	-0.2181	-0.2601	0.0525
O	-0.247	-0.1836	0.3304
